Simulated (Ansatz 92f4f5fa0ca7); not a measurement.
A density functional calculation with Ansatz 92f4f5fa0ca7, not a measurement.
Periodic cell of 222 atoms, Si134O80N8, from a study of silicon, its oxide and their interface. The atomic structure is a simulated model.

Settings
functional: r2SCAN
potential files: Ansatz PAW
basis: plane waves
wave-function cutoff: 800 eV
density cutoff ratio: 5
exchange-correlation grid ratio: 1
k mesh: 1 x 1 x 1, shifted by 0.5 0.5 0 of a step
self-consistency stop: 1e-10 eV per atom in the density residual
occupations: fixed
spin: none
net charge: 0

Cell vectors (angstrom)
a  10.88  0  0
b  0  10.88  0
c  0  0  31.766

Atoms: element, x, y, z (angstrom)
Si  -0.2129  0.4005  0.2073
Si  2.4508  3.0613  0.0562
Si  0.2944  5.2882  -0.0013
Si  3.0425  7.936  -0.1086
Si  5.7073  -0.0729  -0.1452
Si  8.4724  2.5467  -0.0536
Si  5.2353  5.6941  -0.1627
Si  7.8627  8.5702  0.0766
Si  1.3279  1.5579  1.4662
Si  4.0909  4.1951  1.2595
Si  1.4445  6.8671  1.2656
Si  4.1167  9.6062  1.1646
Si  6.8546  1.4279  1.2438
Si  9.5686  4.1463  1.2775
Si  6.7337  6.8914  1.2467
Si  9.4703  9.6545  1.3765
Si  -0.0289  2.8675  2.7998
Si  2.7384  0.0539  2.5838
Si  0.0172  8.2181  2.5876
Si  2.7493  5.518  2.6838
Si  5.457  2.7825  2.5622
Si  8.1297  0.1026  2.7394
Si  5.4019  8.2425  2.6358
Si  8.1527  5.515  2.56
Si  1.3974  4.1817  4.0693
Si  4.1141  1.4022  3.9441
Si  1.3791  9.5689  3.9549
Si  4.0843  6.8757  4.0196
Si  6.8192  4.1267  3.9372
Si  9.509  1.4336  4.075
Si  6.7847  9.5517  4.0162
Si  9.5421  6.833  3.9464
Si  0.0173  0.0242  5.3447
Si  2.7538  2.7468  5.3409
Si  0.0025  5.5024  5.3829
Si  2.7057  8.2072  5.3578
Si  5.4278  0.0338  5.3523
Si  8.1354  2.78  5.381
Si  5.4611  5.4685  5.3129
Si  8.1711  8.167  5.3253
Si  1.3892  1.3767  6.6913
Si  4.1302  4.0971  6.6943
Si  1.37  6.8427  6.7328
Si  4.0727  9.5492  6.7122
Si  6.8094  1.3599  6.7147
Si  9.5393  4.0969  6.7236
Si  6.8232  6.7833  6.6889
Si  9.5404  9.5113  6.683
Si  0.0173  2.7007  8.0668
Si  2.6965  0.0003  8.0694
Si  -0.0166  8.1569  8.0794
Si  2.7601  5.4564  8.0481
Si  5.447  2.6931  8.0641
Si  8.1882  -0.0239  8.0523
Si  5.4595  8.1607  8.0234
Si  8.1627  5.4172  8.071
Si  1.4075  4.0699  9.3808
Si  4.0796  1.3259  9.4126
Si  1.3155  9.531  9.4263
Si  4.1163  6.8321  9.4169
Si  6.8639  3.9786  9.4175
Si  9.5757  1.277  9.4418
Si  6.8423  9.4666  9.3994
Si  9.5083  6.7727  9.4251
Si  -0.0224  -0.0938  10.9064
Si  2.7137  2.6777  10.7543
Si  0.0185  5.4004  10.7206
Si  2.6922  8.2095  10.7534
Si  5.4555  -0.0743  10.7194
Si  8.2183  2.5745  10.8198
Si  5.5193  5.3996  10.6727
Si  8.1888  8.1304  10.8225
Si  1.3963  1.2992  12.1749
Si  4.1438  4.0655  11.9642
Si  1.2832  6.8568  12.0446
Si  4.0783  9.5354  12.1228
Si  6.8335  1.1382  12.1514
Si  9.6907  3.9101  12.0913
Si  6.9091  6.6461  12.0896
Si  9.4771  9.4136  12.3473
Si  0.0543  2.5458  13.6323
Si  2.8449  0.146  13.6075
Si  0.0081  8.0433  13.6963
Si  2.6546  5.3845  13.1622
Si  5.5282  2.7035  13.2562
Si  7.9849  -0.2487  13.7639
Si  5.2916  7.8488  13.2422
Si  8.3844  5.282  13.4048
Si  1.5353  4.1054  14.6663
Si  4.0334  1.9292  14.8417
Si  1.6982  9.3445  14.7615
Si  3.6531  6.8532  14.6474
Si  7.0701  3.796  14.5917
Si  9.1875  1.4644  14.9264
Si  6.3557  8.9928  14.8472
Si  9.9387  6.1738  14.9621
Si  5.2741  5.2802  18.7373
Si  4.8975  10.8659  16.8204
Si  12.0406  -1.7305  17.705
Si  7.0465  6.2266  16.3962
Si  9.3157  7.6083  17.6674
Si  4.4056  4.4819  16.223
Si  9.5625  -0.1621  17.5401
Si  13.3721  10.6015  23.2411
Si  2.8099  4.2859  24.5152
Si  6.8421  8.0758  23.5972
Si  2.7138  0.6564  18.7562
Si  7.0812  -1.3003  18.4873
Si  6.8983  5.2293  21.2549
Si  9.7839  11.8932  20.4923
Si  9.9256  4.1032  21.3139
Si  7.2175  10.9424  22.2356
Si  13.6984  3.7069  18.6341
Si  1.1129  9.7115  20.6582
Si  0.1532  11.9407  25.027
Si  7.7676  -2.9192  20.1904
Si  2.8875  6.3854  17.7177
Si  10.843  4.1125  24.3102
Si  3.6272  10.0931  25.8949
Si  10.5002  -3.9197  20.2459
Si  0.7686  9.8715  26.9734
Si  4.0601  13.174  26.5162
Si  -7.0533  1.3222  29.525
Si  -4.26  -1.3015  26.3643
Si  -3.6896  4.38  29.4711
Si  -1.5733  6.7139  29.713
Si  1.7002  -0.9315  29.7632
Si  8.3226  5.9344  25.0299
Si  4.4196  -9.6657  21.4334
Si  -2.9106  11.9818  25.0451
Si  6.8843  14.4759  26.359
Si  4.8958  5.8661  23.1339
Si  9.153  19.0545  27.1036
Si  14.3815  3.9407  21.6565
O  1.3247  4.9523  24.6306
O  0.7779  -0.2787  30.8882
O  6.7386  -2.2062  25.0635
O  1.3709  4.1607  -0.5205
O  -2.8862  2.5827  25.7187
O  0.1816  2.6709  25.012
O  8.2263  5.5969  29.3045
O  2.3777  8.5872  30.3056
O  5.1485  0.6967  30.2579
O  7.8388  3.1769  30.339
O  5.8776  4.9526  30.265
O  9.5878  1.4195  -0.517
O  -2.1042  6.964  26.1478
O  4.1242  6.8129  -0.6601
O  10.5577  5.9964  30.4264
O  6.8052  9.6545  -0.5913
O  5.0699  1.4408  16.0876
O  2.2154  -8.6836  18.387
O  5.6471  -0.6661  18.1162
O  7.092  9.4769  20.1468
O  7.9638  10.4896  17.4829
O  2.8118  8.187  15.0113
N  3.7179  6.0839  16.2178
O  11.2359  5.1501  15.368
O  9.8912  0.809  16.2791
N  10.279  9.101  17.6038
O  5.1755  9.8289  15.6231
N  8.8617  6.5281  16.3417
N  3.2027  3.4228  15.4063
O  3.4199  0.1203  17.4133
O  12.8076  -3.1811  17.7625
N  4.4202  14.879  17.9236
O  -1.6739  7.725  20.8809
N  7.861  -2.8452  18.4661
N  6.1314  4.8357  15.6442
O  12.8767  5.0164  18.0519
O  10.9058  10.8643  21.0888
O  8.1092  13.5549  15.3004
O  10.2025  6.6885  18.6786
O  6.6141  7.7409  15.9177
O  9.7664  11.5682  18.9048
O  11.6228  8.1153  20.4757
O  7.251  0.958  23.603
O  2.7113  3.8796  20.2576
O  1.4241  9.8843  16.2822
O  10.0674  13.5138  20.586
O  8.3531  4.5349  21.2477
O  3.6924  0.8111  20.0362
O  5.9372  4.6684  20.0772
O  8.4331  0.626  21.3045
O  4.6682  2.8106  21.517
O  6.866  -4.0415  20.9151
O  3.0002  3.3186  25.8119
O  -1.084  18.3859  28.4127
O  11.4641  22.2933  26.4996
O  7.2902  -1.5464  22.6569
O  10.5419  3.8081  22.7608
O  7.0925  -5.857  25.5964
O  13.6196  -7.3259  23.0496
O  14.9748  6.442  18.8647
O  -0.5234  9.0433  26.4134
O  5.8023  0.4223  21.5541
O  2.0993  9.6849  21.9534
O  4.9965  9.5671  26.6459
O  -7.4704  9.7614  24.3052
O  3.698  11.7101  25.9493
N  1.639  -0.69  19.0561
O  6.5199  5.8929  17.9053
O  7.9262  6.8465  23.7219
O  -1.3866  11.4876  24.7852
O  4.0626  5.3512  24.4427
O  -3.1415  8.9764  27.4045
O  5.3854  7.4046  23.2581
O  3.1019  13.2426  30.507
O  3.4292  11.7678  22.6598
O  6.9163  3.8189  27.9714
O  -3.7658  11.0879  26.0914
O  1.1671  0.3621  23.9547
O  6.2307  15.8787  22.7191
O  4.1057  23.8942  28.1399
O  2.8379  0.0821  29.2219
O  0.6871  9.6727  28.5561
O  -0.1422  5.455  20.8261
O  -1.3045  4.9621  24.7917
O  -2.2408  7.8421  30.6281
O  3.9249  16.3872  21.8725
O  13.1706  -1.4355  26.5621
O  5.4752  2.8899  26.0207

Results
free energy: -134426.862 eV
free energy less fixed offsets of N -386.36, O -570.45, Si -639.56 eV per atom: 1.058 eV

Forces (eV/angstrom), in the order of the atoms: element, x, y, z
Si  0.0231  -0.0288  -0.2067
Si  -0.0114  -0.0024  -0.2282
Si  0.0044  0.0156  -0.196
Si  -0.0187  0.0153  -0.2614
Si  0.0061  0.0154  -0.2359
Si  -0.0005  -0.0266  -0.1985
Si  0.036  0.0039  -0.2228
Si  0.0001  0.0054  -0.2319
Si  0.0067  0.008  -0.001
Si  0.0136  -0.01  0.034
Si  -0.0084  0.0152  0.0361
Si  0.0003  0.0157  0.0504
Si  0.0035  0.0031  0.0391
Si  -0.0104  -0.0058  0.0308
Si  0.0049  -0.0262  0.0183
Si  0.0091  0.0075  0.0219
Si  -0.0107  -0.006  -0.0265
Si  0.0109  -0.0062  0.0131
Si  0.004  0.0012  0.0144
Si  0.0032  -0.0008  -0.0182
Si  0.0031  0.0079  0.0143
Si  -0.0074  -0.0025  -0.0229
Si  0.0063  0.0032  0.0176
Si  -0.0027  0.0104  0.0155
Si  -0.0047  -0.0097  0.0212
Si  -0.0092  0.0059  0.0046
Si  -0.0046  -0.0063  0.0061
Si  0.0193  0.0047  0.0245
Si  -0.0009  0.0001  0.007
Si  0.0037  0.0047  0.0237
Si  -0.0166  0.0145  0.0247
Si  -0.005  0.0046  0.0043
Si  0.0108  -0.0018  -0.0021
Si  0.0245  -0.0018  0.0074
Si  -0.0066  0.01  0.0051
Si  -0.0053  0.0161  0.0046
Si  0.0119  0.001  0.0079
Si  -0.0095  -0.0031  0.0022
Si  0.0021  -0.0059  0.0078
Si  0.0139  -0.0076  0.0092
Si  -0.0154  0.0082  0.0022
Si  -0.0165  -0.0066  0.0039
Si  0.003  -0.0189  0.0003
Si  0.0095  0.0016  -0.0071
Si  -0.0029  -0.0037  -0.0007
Si  0.0063  0.0052  0.0022
Si  0.0011  0.0132  0.0007
Si  -0.0093  0.0038  0.0065
Si  0.0115  -0.0139  0.0114
Si  -0.0135  0.0097  0.0054
Si  -0.009  0.005  -0.0011
Si  0.0313  0.0081  -0.0013
Si  -0.001  0.0146  -0.0004
Si  0.0237  -0.0001  0.0005
Si  0.0126  -0.0121  0.0031
Si  -0.014  0.001  0.0041
Si  -0.028  0.0342  -0.0131
Si  0.0333  0.0027  -0.0134
Si  0.0063  -0.0171  0.0053
Si  -0.0314  -0.0125  -0.0049
Si  0.021  -0.0394  -0.001
Si  -0.023  0.0032  -0.0036
Si  -0.0124  0.0211  0.0044
Si  0.0084  -0.0118  -0.0163
Si  0.0219  0.0465  -0.0193
Si  -0.0298  -0.0203  -0.0361
Si  0.0074  -0.0322  -0.03
Si  0.0357  0.0029  -0.0362
Si  0.014  -0.0257  0.0021
Si  -0.0229  0.019  -0.0228
Si  0.0216  0.0384  -0.0585
Si  0.0273  0.0249  -0.0101
Si  -0.0327  -0.0169  -0.0022
Si  0.0492  0.0018  -0.0146
Si  -0.0487  -0.0435  -0.0187
Si  -0.0168  0.0396  0.0236
Si  0.0058  0.0469  -0.0604
Si  -0.0262  0.0191  -0.0023
Si  -0.019  -0.0734  0.0192
Si  -0.0283  0.0107  -0.0219
Si  -0.0074  0.018  -0.0621
Si  0.0102  -0.0162  -0.0808
Si  0.0262  -0.0044  -0.0734
Si  0.0301  0.1377  0.0395
Si  -0.0402  -0.0682  0.0447
Si  -0.008  -0.0545  -0.0248
Si  0.0287  0.0608  -0.0612
Si  0.0696  0.0288  -0.083
Si  -0.027  -0.009  0.2992
Si  0.0607  0.0955  0.2141
Si  0.0933  0.0632  0.3167
Si  -0.0536  -0.0541  0.3138
Si  0.0086  0.0292  0.177
Si  0.0235  0.0166  0.3133
Si  -0.0752  -0.0085  0.3303
Si  -0.0745  -0.1365  0.3754
Si  0.0029  -0.0559  0.1817
Si  -0.0415  -0.0919  0.2568
Si  0.0112  0.034  0.2495
Si  -0.0177  0.0771  0.2416
Si  0.0111  0.0257  0.2092
Si  0.0678  -0.0222  0.2834
Si  -0.0059  -0.0175  0.2643
Si  0.0051  -0.0068  -0.0084
Si  -0.0127  0.0285  -0.0445
Si  -0.0045  -0.009  -0.0104
Si  -0.0195  0.0011  0.1466
Si  -0.0502  0.0393  0.1013
Si  0.0088  -0.0095  0.0702
Si  0.0024  0.0275  0.1004
Si  0.005  -0.0009  0.03
Si  0.0131  -0.0027  0.0207
Si  -0.0548  -0.036  0.1731
Si  -0.0238  -0.0212  0.1196
Si  -0.0003  -0.0038  -0.0538
Si  -0.0306  0.0022  0.1802
Si  -0.1104  0.0212  0.3166
Si  0.0106  0.0076  -0.0173
Si  0.022  -0.0148  -0.0823
Si  0.02  -0.0307  0.1327
Si  0.0268  0.0087  -0.1074
Si  -0.0106  0.0088  -0.1178
Si  -0.028  0.0186  -0.2589
Si  -0.0111  0.0053  -0.0723
Si  0.0164  0.0087  -0.2502
Si  -0.0225  0.0172  -0.236
Si  -0.0447  0.0149  -0.2273
Si  0.0209  -0.016  -0.0647
Si  0.0083  0.0134  0.0512
Si  0.0004  -0.012  -0.0446
Si  0.0079  0.0004  -0.1144
Si  0  -0.0145  -0.0171
Si  -0.0287  0.0113  -0.1416
Si  0.0168  0.0141  0.0762
O  0.0021  -0.0019  0.0142
O  -0.0265  0.0282  0.1512
O  0.0052  0.0224  0.0294
O  -0.0144  -0.0088  0.0923
O  -0.0115  0.0078  0.0241
O  -0.0006  -0.0372  0.0235
O  0.0008  -0.0046  0.1138
O  -0.0028  -0.0395  0.151
O  0.0531  -0.0294  0.1597
O  0.0198  -0.0396  0.1777
O  -0.0629  0.0472  0.1481
O  0.0105  0.0206  0.0894
O  0.0072  0.0196  0.0565
O  0.0162  -0.0062  0.1536
O  0.05  -0.0347  0.1475
O  -0.0166  0.0058  0.1141
O  -0.0304  0.0507  -0.1313
O  0.0329  -0.003  -0.0732
O  0.0072  -0.0328  -0.1322
O  0.04  -0.0214  -0.1171
O  -0.0132  0.0321  -0.0954
O  -0.1231  -0.0813  -0.2421
N  0.059  0.034  -0.3358
O  0.0228  0.0903  -0.2017
O  -0.0235  0.0471  -0.2322
N  -0.016  -0.016  -0.133
O  0.0783  0.0656  -0.1916
N  -0.0078  -0.0745  -0.1985
N  -0.0242  -0.1226  -0.1992
O  0.0654  -0.0007  -0.093
O  0.0156  0.0035  -0.1007
N  -0.0007  0.0309  -0.1997
O  -0.0087  -0.0025  -0.0677
N  0.0163  -0.0057  -0.0953
N  0.0275  -0.0836  -0.0698
O  0.0568  0.0228  -0.1199
O  -0.0246  -0.0174  -0.0345
O  -0.0597  -0.0127  -0.1026
O  -0.0231  0.0457  -0.1181
O  0.0483  -0.0496  -0.2145
O  0.0013  -0.0371  -0.1264
O  0.0224  0.0148  -0.0493
O  -0.006  -0.0124  0.0229
O  -0.0097  -0.0062  -0.0898
O  0.0598  -0.0451  -0.262
O  0.0113  -0.0209  -0.0211
O  -0.0056  -0.0047  -0.0141
O  -0.0269  0.0001  -0.0515
O  -0.0206  0.005  -0.0952
O  -0.0028  0.0222  -0.0158
O  -0.0115  -0.003  -0.0342
O  0.0138  -0.0074  -0.0564
O  0.0195  -0.0176  0.0409
O  -0.0034  -0.0398  0.1142
O  0.0057  -0.0247  0.0348
O  0.0031  -0.0056  -0.0081
O  -0.0027  0.0032  -0.006
O  -0.0148  -0.0096  0.0395
O  -0.0006  -0.0106  0.0107
O  -0.0071  0.0073  -0.1064
O  0.0161  -0.0098  0.0479
O  -0.0221  -0.0016  -0.0214
O  -0.0036  0.0302  -0.0454
O  0.0051  0.013  0.0233
O  -0.0069  -0.0044  0.0137
O  -0.0033  0.0162  0.0366
N  -0.0201  -0.0248  -0.1087
O  0.0323  0.0621  -0.1678
O  -0.0024  0.0019  0.0196
O  -0.0031  0.0075  0.0096
O  -0.0025  -0.005  0.0072
O  0.0093  -0.0145  0.047
O  0.0073  0.0037  -0.0059
O  -0.0165  0.0237  0.2066
O  0.0224  -0.007  -0.0095
O  0.0242  0.0235  0.1402
O  0.0152  -0.0001  0.0239
O  0.0024  -0.0033  0.016
O  -0.0014  0.0018  -0.0063
O  -0.0268  -0.0265  0.1452
O  0.0097  -0.0099  0.0981
O  0.0507  0.0289  0.1478
O  -0.0193  0.0146  -0.054
O  -0.0147  -0.0024  0.0175
O  -0.0483  0.0394  0.1814
O  0.001  -0.0092  -0.0259
O  -0.0276  0.0083  0.0543
O  0.0095  -0.0113  0.0481

The program warned: the cutoff lies below the one the program advises for these potential files; the forces do not sum to zero within the program's tolerance; empty levels may hold ghost states of the PAW files; the exchange-correlation potential is rough where the density is thin.
